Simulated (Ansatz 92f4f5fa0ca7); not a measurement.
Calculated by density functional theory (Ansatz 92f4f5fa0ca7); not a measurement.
Periodic cell of 226 atoms, Si133O92P1, from a study of silicon, its oxide and their interface. The atomic structure is a simulated model.
Doubt: the cutoff is far below the 930 eV that the study's wrapper takes by default for these files, so forces and energies are approximate.
This geometry differs little from another in the collection (a relaxation step or a small displacement).

Settings
functional: PBE
potential files: Ansatz PAW
basis: plane waves
wave-function cutoff: 580 eV
density cutoff ratio: 5
exchange-correlation grid ratio: 1
k mesh: 1 x 1 x 1, Gamma-centred
self-consistency stop: 5e-08 eV per atom in the density residual
occupations: fixed
spin: none
net charge: +1 e, with a uniform compensating background and no finite-size correction

Cell vectors (angstrom)
a  10.938  0  0
b  0  10.938  0
c  0  0  31.9494

Atoms: element, x, y, z (angstrom)
Si  10.6243  -0.0011  24.4153
Si  5.0734  0.1196  24.6622
Si  2.8185  2.2903  24.5308
Si  8.5676  2.4346  24.5608
Si  10.7053  5.5836  24.3322
Si  5.1553  5.6117  24.4463
Si  2.9856  7.9521  24.4035
Si  8.4132  7.8278  24.4151
Si  1.2891  1.1285  25.8424
Si  6.8131  1.3262  25.7386
Si  3.9822  4.0096  25.7316
Si  9.6854  4.0205  25.8536
Si  1.3353  6.7928  25.6685
Si  6.8001  6.7198  25.7529
Si  3.9967  9.4641  25.9592
Si  9.4789  9.4393  25.8004
Si  2.632  -0.1348  27.2922
Si  8.1372  -0.0677  27.1455
Si  0.0756  2.6522  27.2139
Si  5.4498  2.7203  27.11
Si  2.6641  5.4164  27.1101
Si  8.1883  5.367  27.1353
Si  0.0091  8.1524  27.1297
Si  5.5079  8.139  27.1845
Si  4.0835  1.3271  28.4957
Si  9.542  1.3158  28.51
Si  1.3856  4.0668  28.5659
Si  6.8048  4.0593  28.5261
Si  4.0777  6.7769  28.4962
Si  9.5559  6.7805  28.4823
Si  1.2876  9.4805  28.6298
Si  6.8206  9.5366  28.5636
Si  -0.0458  -0.0197  29.9384
Si  5.4474  -0.0121  29.8978
Si  2.7692  2.7134  29.9019
Si  8.1844  2.7036  29.8797
Si  -0.0191  5.4416  29.8917
Si  5.4559  5.4469  29.8956
Si  2.7317  8.1458  29.9157
Si  8.2219  8.1746  29.8821
Si  1.366  1.3776  31.2581
Si  6.819  1.3663  31.2631
Si  4.1119  4.0827  31.2837
Si  9.5455  4.0866  31.256
Si  1.3475  6.8127  31.2776
Si  6.8308  6.8443  31.2505
Si  4.0812  9.5662  31.2663
Si  9.5451  9.5454  31.2951
Si  2.7362  0.0255  0.6881
Si  8.1953  0.0184  0.6788
Si  0.0055  2.757  0.6831
Si  5.4843  2.7449  0.7147
Si  2.732  5.4631  0.68
Si  8.2109  5.4967  0.6756
Si  0.0098  8.2154  0.7143
Si  5.479  8.2326  0.6849
Si  4.1005  1.3913  2.0838
Si  9.5955  1.3676  2.0377
Si  1.3501  4.1521  2.0663
Si  6.8472  4.1558  2.0489
Si  4.0911  6.8605  2.0254
Si  9.5769  6.8526  2.0842
Si  1.3636  9.6298  2.066
Si  6.8275  9.635  2.0575
Si  0.0189  0.0537  3.4784
Si  5.4859  0.0498  3.4743
Si  2.7065  2.7842  3.4128
Si  8.2576  2.7898  3.3515
Si  0.0283  5.5238  3.4962
Si  5.4716  5.5381  3.41
Si  2.7387  8.2492  3.3875
Si  8.2367  8.306  3.3951
Si  1.3706  1.4715  4.8518
Si  6.9128  1.4898  4.7432
Si  4.0787  4.166  4.7484
Si  9.5971  4.0856  4.7979
Si  1.3701  7.0098  4.8545
Si  6.836  6.9821  4.7226
Si  4.0699  9.5832  4.7973
Si  9.609  9.5986  4.8504
Si  2.7469  0.0517  6.1459
Si  8.2833  0.1317  6.1166
Si  0.0239  2.8149  6.3232
Si  5.4979  2.8466  6.0795
Si  2.7534  5.585  6.1344
Si  8.2519  5.6142  5.9679
Si  0.0361  8.328  6.3781
Si  5.5158  8.3271  6.2116
Si  4.4041  1.197  7.344
Si  9.8089  1.1707  7.6467
Si  1.1748  4.5207  7.5498
Si  6.6273  4.5579  7.2477
P  4.3313  6.7319  7.4675
Si  9.721  6.6371  7.5128
Si  1.2686  9.9566  7.7
Si  6.7122  9.9947  7.4657
O  9.5837  1.238  23.9827
O  4.1032  6.802  23.9468
O  4.0091  1.2358  24.0351
O  9.5323  6.6964  23.9003
O  -0.0244  5.5772  8.0204
O  5.5479  0.1419  7.9425
O  0.0705  0.1045  8.1664
O  5.4786  5.6891  7.8667
O  7.5435  3.9896  8.452
O  8.7027  7.062  8.7557
O  2.2082  9.4226  8.9993
O  8.8816  1.7188  8.9233
O  7.6037  9.4888  8.7487
O  3.5662  1.854  8.5861
O  3.6327  7.2073  8.8384
O  2.0743  4.0653  8.8544
O  8.1376  3.49  23.3637
O  0.4473  4.9268  22.9545
O  1.8957  2.7379  23.2484
O  5.8307  4.9065  23.1181
O  5.5189  9.9793  23.5069
O  2.4433  8.6894  23.0243
O  0.1906  10.0644  23.0884
O  7.7799  8.5678  23.0763
Si  8.6626  7.6926  18.4369
Si  8.8027  6.3715  13.6471
Si  3.802  1.5381  14.7462
Si  2.1448  5.7425  17.6373
Si  2.4183  3.1338  19.4921
Si  9.8449  9.0357  12.0801
Si  1.3304  9.417  22.0747
Si  9.1827  0.9686  13.188
Si  1.4189  5.0541  13.0292
Si  1.8193  8.2452  12.7988
Si  6.6448  9.5481  22.4244
Si  4.5372  4.5976  15.7241
Si  8.1963  3.0521  9.604
Si  0.8425  8.241  19.2622
Si  6.9494  1.3436  21.0903
Si  8.2331  8.3193  9.7022
Si  10.892  5.2018  15.62
Si  7.5754  9.4933  16.3082
Si  9.9314  2.0468  20.2981
Si  3.2415  8.5118  9.8996
Si  6.7053  3.3357  17.412
Si  1.1677  0.2025  19.8009
Si  3.2325  2.8178  12.3211
Si  7.2234  5.3881  19.682
Si  5.7613  8.6584  11.5629
Si  5.7936  6.0773  13.2201
Si  4.6403  9.6963  17.6153
Si  1.0189  3.5911  22.1722
Si  4.8998  1.4739  18.7983
Si  3.1949  3.1042  9.5455
Si  6.4558  10.8207  13.7893
Si  10.3597  0.115  15.9586
Si  5.6621  3.6652  11.1778
Si  9.843  3.9124  11.9094
Si  2.3554  9.9141  15.5344
Si  6.0796  8.1147  19.795
Si  6.9353  3.9691  22.3712
Si  9.761  2.7653  17.3663
O  7.2081  6.4069  13.9702
O  1.8862  7.0532  18.6813
O  10.294  4.0287  16.5287
O  6.1705  9.9537  17.0372
O  10.1577  0.7178  14.4572
O  8.449  6.1102  18.8511
O  5.18  0.6922  14.4265
O  5.722  2.0468  17.5192
O  8.347  1.9321  20.5504
O  1.995  4.2915  18.4046
O  6.9621  2.8092  10.6565
O  4.8678  2.7109  12.227
O  6.0426  4.3845  16.3474
O  4.5755  3.9298  9.9405
O  10.6874  2.7661  21.5566
O  9.7284  6.1671  14.9842
O  6.0116  6.4789  19.8349
O  4.0871  0.1612  18.2694
O  9.2833  10.5543  12.2646
O  2.8555  4.3629  12.7146
O  1.9132  10.6979  21.2096
O  3.9957  2.7123  19.3792
O  0.7376  10.0335  15.9309
O  1.279  9.7973  18.8322
O  1.7131  1.6565  19.2697
O  8.948  10.3857  16.4719
O  4.8807  8.5732  18.7807
O  9.5926  8.7488  10.4844
O  6.7574  4.0753  18.8582
O  2.8418  1.716  13.4187
O  5.828  8.7664  21.2592
O  2.5452  2.4536  10.8894
O  7.6201  4.8472  21.1729
O  5.2024  7.4765  12.5612
O  0.4768  9.0744  12.4441
O  7.5877  1.0521  13.553
O  7.1137  9.6297  14.7305
O  8.9873  5.0407  12.7111
O  8.1  8.0341  16.9049
O  6.2144  2.5713  21.8982
O  2.4822  9.0656  14.0822
O  0.4303  4.4918  11.8541
O  0.8125  8.313  20.9348
O  9.3728  3.8765  10.3484
O  9.6539  2.3896  12.5067
O  7.6233  8.5575  19.3865
O  2.5785  8.1185  11.3271
O  3.9827  3.0589  15.3775
O  0.8215  4.4912  14.4323
O  10.0551  2.9854  18.9572
O  9.1869  7.812  12.9544
O  10.5146  0.5271  20.0771
O  6.0371  5.0511  11.9452
O  8.1616  2.7303  17.0101
O  3.5459  5.4763  16.738
O  4.7054  9.083  10.3459
O  1.539  6.6759  13.167
O  4.772  5.4896  14.3553
O  2.0483  3.8438  20.9235
O  10.5613  1.402  16.9426
O  0.9623  6.0642  16.5528
O  7.3294  10.9476  21.943
O  5.9319  0.9019  19.9155
O  6.0525  10.0324  12.3965
O  2.8585  0.536  15.6043
O  7.0713  7.9991  10.8072
O  10.2484  8.0106  18.6825
O  3.4543  9.1842  16.5624

Results
free energy: -137631.925 eV
free energy less fixed offsets of O -568.88, P -755.39, Si -635.61 eV per atom: -3.445 eV

Forces (eV/angstrom), in the order of the atoms: element, x, y, z
Si  -0.0027  0.0087  0.0172
Si  -0.0034  0.0048  0.0116
Si  0.0072  -0.0087  0.0165
Si  0.0048  -0.0039  0.017
Si  -0.0067  0.0035  0.0119
Si  -0.0022  0.0086  0.0191
Si  0.0061  -0.0069  0.0199
Si  0.0043  -0.0075  0.0113
Si  -0.0019  0.0009  -0.0028
Si  0.0002  -0.0001  -0.0021
Si  0.0017  0.0009  -0.0005
Si  -0.0029  -0.0044  -0.0004
Si  0.003  0.0015  -0.0023
Si  -0.0019  -0.0038  0.0001
Si  0.0042  -0.0017  -0.0053
Si  0.002  0.0005  -0.0009
Si  0.0053  0.0059  -0.0053
Si  0.0036  0.0029  -0.0001
Si  -0.0015  -0.0012  -0.0053
Si  -0.0038  -0.0007  0.0019
Si  0.0029  0.0029  0.0032
Si  0.0046  0.0064  -0.0012
Si  -0.0053  -0.0029  0.0039
Si  -0.0022  -0.0012  -0.0032
Si  0.0039  0.0055  -0.0027
Si  -0.0033  -0.0045  -0.0035
Si  0.0116  -0.0016  0.0126
Si  -0.0023  -0.0029  0.0003
Si  -0.0019  -0.0105  -0.0085
Si  0.0034  -0.0025  -0.0105
Si  -0.0152  -0.0119  0.0268
Si  0.0025  -0.0013  0.0126
Si  0.0014  -0.0142  -0.0046
Si  0.0003  -0.0025  -0.0021
Si  0.0019  0.0126  -0.0032
Si  -0.01  0.0034  0.0009
Si  -0.0036  -0.0002  -0.0027
Si  -0.0002  -0.0083  -0.0004
Si  -0.0104  0.0086  -0.0034
Si  -0.0012  0.0065  -0.0001
Si  -0.0003  0.0038  -0.0002
Si  0.0096  0.0002  0.0031
Si  -0.0045  -0.0008  -0.0021
Si  0.003  -0.0011  -0.0017
Si  0.0044  -0.0066  0.0015
Si  -0.0019  0.0034  -0.0017
Si  0.0036  0.0013  0.0004
Si  -0.0034  0.0053  -0.001
Si  -0.0048  -0.0044  0.0016
Si  -0.0057  -0.0029  0.0025
Si  -0.0015  0.0014  0.0032
Si  -0.0023  0.0061  -0.0038
Si  0.0055  -0.0004  0.002
Si  -0.0037  -0.0029  0.0025
Si  0.0007  0.0022  -0.0009
Si  -0.0018  -0.0047  0.0026
Si  0.0011  -0.0019  -0.0046
Si  -0.0105  0.0063  0.0064
Si  0.0028  -0.0025  -0.0047
Si  0.0185  -0.0169  0.004
Si  -0.0099  -0.0025  0.0093
Si  0.0025  -0.0031  -0.0005
Si  0.0049  -0.0002  0.014
Si  0.0174  0.0037  -0.0029
Si  0.0009  0.0034  0.0133
Si  0.0035  -0.0167  0.0076
Si  -0.0211  0.0153  -0.01
Si  0.0155  -0.0026  -0.0239
Si  0.0162  -0.0108  0.0203
Si  -0.0194  0.0243  -0.0053
Si  0.0006  -0.0051  0.0046
Si  -0.0152  0.0284  -0.0097
Si  -0.0067  -0.011  0.0169
Si  -0.0131  0.0206  0.0205
Si  0.0091  -0.015  0.0021
Si  0.0049  0.008  0.0156
Si  0.0081  -0.0138  -0.0039
Si  0.0217  -0.0151  0.0133
Si  -0.0084  0.0036  -0.0027
Si  0.0179  -0.009  0.0066
Si  -0.0022  0.007  0.0098
Si  0.0132  -0.0043  -0.0109
Si  -0.0079  0.009  -0.0141
Si  0.0363  0.0184  0.0504
Si  -0.0287  0.0783  -0.0198
Si  -0.0276  -0.0233  0.0411
Si  -0.0087  -0.0003  0.0178
Si  -0.0272  0.0054  -0.0332
Si  -0.013  0.008  -0.0559
Si  0.0461  -0.0344  -0.0839
Si  -0.0178  0.0228  -0.0578
Si  -0.0323  -0.0372  -0.3918
P  -0.0875  0.0373  0.0451
Si  0.0151  0.0144  -0.0867
Si  0.0033  -0.0214  -0.0688
Si  -0.01  -0.0023  -0.0224
O  -0.0005  -0.0027  0.0008
O  -0.0021  0  0.0018
O  0.0015  0.0018  0.0021
O  0.0005  0.0025  0.0067
O  0.0295  -0.0249  0.0451
O  0.0026  -0.0035  0.0045
O  -0.0152  0.0156  0.0406
O  0.01  -0.0154  0.0479
O  0.1559  -0.094  0.3662
O  -0.0265  0.0252  0.0449
O  0.0248  -0.0112  0.0382
O  -0.0431  0.0438  0.0486
O  0.0242  -0.0111  0.0358
O  -0.0069  0.019  0.0388
O  -0.0575  0.0677  0.0283
O  0.0238  -0.0278  0.0455
O  -0.0176  0.0149  -0.0203
O  0.0126  -0.0191  -0.017
O  -0.0206  0.016  -0.025
O  0.019  -0.018  -0.0189
O  0.0172  -0.0146  -0.0213
O  -0.0169  0.0155  -0.0227
O  0.0165  -0.0145  -0.0228
O  -0.0175  0.0167  -0.0154
Si  0.0004  0.0004  -0.0046
Si  -0.0066  0.0026  0.0008
Si  -0.0015  0.0008  0.0009
Si  -0.0047  -0.0005  -0.0029
Si  -0.0081  0.0031  0.0008
Si  0.0096  -0.0068  -0.0094
Si  0.0017  -0.0005  0.0261
Si  -0.0029  -0.0003  0.01
Si  0.0075  0.0022  0.0081
Si  0.0106  0.0008  -0.0239
Si  0.0027  -0.0064  0.0194
Si  0.0017  0.0037  -0.0029
Si  -0.0344  0.0093  -0.0885
Si  0.0012  0.0067  0.0022
Si  0.0034  -0.0007  -0.0006
Si  -0.0031  -0.0107  -0.0575
Si  0.002  0.0035  -0.0047
Si  0.0013  -0.0006  -0.0014
Si  0.0004  0.0024  0
Si  -0.0062  -0.0322  -0.0917
Si  0.0006  0.0023  0.0012
Si  0.0018  -0.0048  -0.0036
Si  0.0088  -0.0065  -0.0122
Si  0.0025  -0.0076  0.0035
Si  -0.0063  -0.0037  -0.0333
Si  0.0019  0.0055  -0.0065
Si  -0.001  -0.0018  0.0004
Si  0.0033  0.0095  0.0264
Si  0.0038  -0.0017  -0.0012
Si  0.0118  -0.0009  -0.0478
Si  -0.0031  -0.0037  -0.004
Si  0.0025  0.0037  -0.0009
Si  -0.0006  0.0023  -0.0143
Si  -0.0019  0.0001  0.0024
Si  -0.0007  -0.0045  -0.0055
Si  -0.0022  0.0066  0.0024
Si  -0.0016  0.0066  0.0196
Si  0.0036  0.0004  0.0033
O  0.003  -0.001  -0.0051
O  0.0033  -0.006  0.0028
O  -0.0026  -0.0031  0.0009
O  0.0021  -0.0016  -0.0028
O  0.0062  -0.0043  0.0061
O  0.0026  0.0043  0.0031
O  -0.0045  0.0024  -0.0017
O  0.0015  0.0018  -0.0018
O  0.0055  -0.0002  0.0055
O  0.0022  0.0064  -0.001
O  -0.0117  -0.0048  0.0048
O  -0.0095  -0.0031  0.002
O  0.0009  -0.0009  -0.0015
O  0.0158  -0.0051  0.0123
O  -0.0109  -0.011  -0.0049
O  0.0086  -0.0052  0.0031
O  0.0001  0.0002  0.0057
O  0.0007  -0.0015  0.0032
O  0.0001  0.0148  -0.0044
O  -0.0054  0.0065  -0.0074
O  -0.0008  0.0113  -0.0076
O  0.0024  -0.0024  0.0059
O  -0.0009  0.0008  -0.0032
O  -0.0001  -0.0016  0.0016
O  0.0029  0.0022  0.0052
O  -0.0035  -0.0026  -0.0001
O  -0.0035  0.0022  -0.0004
O  0.0144  0.0085  0.0276
O  -0.0012  -0.0044  -0.001
O  0.0003  -0.0064  0.0057
O  -0.0053  -0.0125  -0.015
O  -0.0004  -0.0029  0.0287
O  0.0035  0.0125  -0.0147
O  -0.0009  -0.0135  0.0072
O  0.0004  -0.0021  -0.006
O  -0.0018  -0.0011  -0.0077
O  0.0045  -0.0037  0.0058
O  0.0006  0.0039  -0.0068
O  -0.0024  0.003  -0.0027
O  -0.0006  -0.0122  0.0006
O  0.0016  0.0117  0.0149
O  0.0017  0.0035  -0.0051
O  -0.0044  -0.0093  -0.0147
O  0.0149  0.0035  0.007
O  -0.0037  -0.0039  -0.0136
O  0.0058  -0.0017  0.0045
O  -0.0208  -0.001  0.0537
O  0.0018  0.0025  -0.0009
O  -0.0067  -0.0001  0.0052
O  -0.0005  0.0044  -0.0064
O  -0.0037  -0.0134  0.0001
O  0.0022  -0.0016  0.0064
O  -0.0011  0.0164  0.0079
O  -0.0008  0.0004  -0.001
O  -0.0006  0.0007  0.0015
O  0.0215  0.0001  0.0274
O  -0.0044  -0.0066  -0.0067
O  -0.0037  -0.0069  0.0055
O  0.0111  -0.0041  -0.0139
O  -0.001  0.0007  -0.0004
O  0.0014  -0.0005  0
O  0.0014  0.0137  0.0002
O  -0.0121  -0.001  -0.0051
O  0.0093  0.0194  0.0115
O  -0.0015  -0.0035  -0.001
O  -0.0167  -0.0008  0.0155
O  -0.005  -0.0024  0.0041
O  0.0017  0.0002  -0.0007

The program warned: the cutoff lies below the one the program advises for these potential files; the exchange-correlation potential is rough where the density is thin.
